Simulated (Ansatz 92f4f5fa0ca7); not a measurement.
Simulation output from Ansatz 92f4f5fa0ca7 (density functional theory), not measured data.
Periodic cell of 284 atoms, Si196O88, from a study of silicon, its oxide and their interface. The atomic structure is a simulated model.
Doubt: the cutoff is far below the 930 eV that the study's wrapper takes by default for these files, so forces and energies are approximate.
This geometry differs little from another in the collection (a relaxation step or a small displacement).

Settings: functional PBE; potential files Ansatz PAW; basis plane waves; wave-function cutoff 580 eV; density cutoff ratio 5; exchange-correlation grid ratio 1; k mesh 1 x 1 x 1, Gamma-centred; self-consistency stop 5e-08 eV per atom in the density residual; occupations fixed; spin none; net charge 0.

Cell vectors (angstrom)
a  10.938  0  0
b  0  10.938  0
c  0  0  43.3089

Atoms: element, x, y, z (angstrom)
Si  0  0  41.2569
Si  5.469  0  41.2569
Si  2.7345  2.7345  41.2569
Si  8.2035  2.7345  41.2569
Si  0  5.469  41.2569
Si  5.469  5.469  41.2569
Si  2.7345  8.2035  41.2569
Si  8.2035  8.2035  41.2569
Si  1.3673  1.3673  42.6242
Si  6.8362  1.3673  42.6242
Si  4.1018  4.1018  42.6242
Si  9.5708  4.1018  42.6242
Si  1.3673  6.8362  42.6242
Si  6.8362  6.8362  42.6242
Si  4.1018  9.5708  42.6242
Si  9.5708  9.5708  42.6242
Si  2.7345  0  38.5224
Si  8.2035  0  38.5224
Si  0  2.7345  38.5224
Si  5.469  2.7345  38.5224
Si  2.7345  5.469  38.5224
Si  8.2035  5.469  38.5224
Si  0  8.2035  38.5224
Si  5.469  8.2035  38.5224
Si  4.1018  1.3673  39.8897
Si  9.5708  1.3673  39.8897
Si  1.3673  4.1018  39.8897
Si  6.8362  4.1018  39.8897
Si  4.1018  6.8362  39.8897
Si  9.5708  6.8362  39.8897
Si  1.3673  9.5708  39.8897
Si  6.8362  9.5708  39.8897
Si  0  0  3.417
Si  5.469  0  3.417
Si  2.7345  2.7345  3.417
Si  8.2035  2.7345  3.417
Si  0  5.469  3.417
Si  5.469  5.469  3.417
Si  2.7345  8.2035  3.417
Si  8.2035  8.2035  3.417
Si  1.3673  1.3673  4.7843
Si  6.8362  1.3673  4.7843
Si  4.1018  4.1018  4.7843
Si  9.5708  4.1018  4.7843
Si  1.3673  6.8362  4.7843
Si  6.8362  6.8362  4.7843
Si  4.1018  9.5708  4.7843
Si  9.5708  9.5708  4.7843
Si  2.7345  0  0.6825
Si  8.2035  0  0.6825
Si  0  2.7345  0.6825
Si  5.469  2.7345  0.6825
Si  2.7345  5.469  0.6825
Si  8.2035  5.469  0.6825
Si  0  8.2035  0.6825
Si  5.469  8.2035  0.6825
Si  4.1018  1.3673  2.0497
Si  9.5708  1.3673  2.0497
Si  1.3673  4.1018  2.0497
Si  6.8362  4.1018  2.0497
Si  4.1018  6.8362  2.0497
Si  9.5708  6.8362  2.0497
Si  1.3673  9.5708  2.0497
Si  6.8362  9.5708  2.0497
Si  10.8128  0.4488  30.6606
Si  5.7442  10.751  30.2654
Si  2.52  3.0784  30.4446
Si  8.5863  2.5725  30.3095
Si  0.324  5.3057  30.3672
Si  5.4166  5.758  30.2712
Si  3.195  7.9866  30.3768
Si  7.9889  8.5283  30.2874
Si  1.4051  1.6127  31.9314
Si  6.9237  1.4148  31.5747
Si  4.1941  4.2146  31.636
Si  9.6673  4.1633  31.6886
Si  1.5007  6.8939  31.6488
Si  6.8919  6.9509  31.6684
Si  4.2255  9.6277  31.7006
Si  9.5805  9.6564  31.6618
Si  2.7919  0.0574  33.0417
Si  8.2228  0.0617  33.0632
Si  0.0064  2.9039  33.2409
Si  5.5316  2.7721  32.9582
Si  2.8213  5.5371  33.0784
Si  8.2524  5.5349  32.9927
Si  0.0524  8.2542  32.9734
Si  5.5386  8.2672  33.1111
Si  4.1706  1.4146  34.3912
Si  9.581  1.4183  34.4558
Si  1.4395  4.2227  34.5035
Si  6.875  4.1452  34.3643
Si  4.1522  6.8981  34.4469
Si  9.6277  6.8845  34.3787
Si  1.3991  9.6137  34.388
Si  6.8895  9.6321  34.4534
Si  0.0249  0.0286  35.7774
Si  5.4993  0.0428  35.7957
Si  2.782  2.7643  35.7838
Si  8.2075  2.7801  35.7892
Si  0.0298  5.5496  35.8174
Si  5.5071  5.4925  35.773
Si  2.7531  8.2471  35.7838
Si  8.2533  8.2349  35.7761
Si  1.3958  1.3891  37.1456
Si  6.8553  1.4005  37.1631
Si  4.1366  4.1252  37.1536
Si  9.5937  4.1333  37.1499
Si  1.3949  6.8861  37.1729
Si  6.8695  6.8583  37.1435
Si  4.1208  9.6026  37.1523
Si  9.6029  9.5914  37.1547
Si  2.7177  -0.0258  6.1538
Si  8.1649  -0.0299  6.1547
Si  -0.0355  2.7103  6.1474
Si  5.4474  2.7023  6.1614
Si  2.6991  5.4377  6.1601
Si  8.1829  5.4301  6.1485
Si  -0.0186  8.1719  6.1553
Si  5.4257  8.172  6.1448
Si  4.077  1.3245  7.5383
Si  9.5196  1.3486  7.5102
Si  1.3278  4.0496  7.5282
Si  6.8241  4.0536  7.527
Si  4.075  6.7872  7.5245
Si  9.5512  6.7781  7.5123
Si  1.3499  9.5353  7.5172
Si  6.7663  9.537  7.5106
Si  -0.0536  -0.0293  8.83
Si  5.4202  -0.05  8.94
Si  2.6842  2.6693  8.8891
Si  8.1525  2.6741  8.9359
Si  -0.0498  5.3915  8.9144
Si  5.4381  5.3938  8.8742
Si  2.7149  8.1586  8.8953
Si  8.1153  8.1188  8.809
Si  1.2982  1.2882  10.2352
Si  6.7696  1.3105  10.3441
Si  4.0794  4.0104  10.2333
Si  9.5155  4.0177  10.3296
Si  1.3436  6.7686  10.2354
Si  6.7964  6.7493  10.2302
Si  4.0589  9.4982  10.3259
Si  9.445  9.5314  10.0827
Si  2.5824  -0.1363  11.6492
Si  8.1436  -0.142  11.6055
Si  -0.0479  2.6245  11.6768
Si  5.3259  2.6067  11.7272
Si  2.7472  5.4085  11.589
Si  8.0755  5.3436  11.6729
Si  -0.1761  8.1367  11.3933
Si  5.4518  8.0954  11.6503
Si  3.6647  1.4336  13.0222
Si  9.7344  0.9504  12.9251
Si  1.611  3.8201  12.8713
Si  6.4476  4.2199  13.0354
Si  4.2968  6.54  12.9943
Si  9.2923  6.999  12.8094
Si  0.907  9.5872  12.837
Si  7.0533  9.1949  12.9912
O  1.4137  4.1664  29.8485
O  6.8648  9.6307  29.7539
O  2.6434  2.664  13.4397
O  8.2096  8.0924  13.4024
O  5.3758  5.3899  13.5386
O  -0.091  -0.1681  13.4577
O  4.2627  6.8549  29.8024
O  9.7275  1.4398  29.8672
O  1.3333  8.5431  14.0423
O  1.1563  4.6692  14.2126
O  8.9004  1.5002  14.2436
O  6.4668  9.7121  14.445
O  4.0554  0.6965  14.4453
O  3.6891  7.3353  14.3116
O  7.0507  3.4742  14.3979
O  10.1408  6.5145  14.1327
O  3.1561  2.31  29.1432
O  4.985  0.3899  28.905
O  8.0441  3.2703  28.9062
O  10.5713  5.9682  29.0131
O  8.5819  7.7609  28.9366
O  2.6811  8.7493  29.0078
O  6.1856  5.2017  28.8994
O  1.0523  10.8056  29.6748
Si  2.4844  8.1051  15.1072
Si  8.1464  5.5273  19.5261
Si  4.1706  4.4311  20.9507
Si  4.3659  1.744  28.2202
Si  9.3806  1.0987  24.9707
Si  9.6875  1.1422  22.0823
Si  1.3497  9.5989  28.645
Si  9.9986  8.0816  19.1021
Si  0.8705  6.4147  17.2688
Si  0.5242  9.9237  21.0478
Si  4.5521  1.8885  22.7319
Si  5.6101  8.9845  19.9015
Si  7.9556  10.5202  18.3713
Si  3.7104  -0.0004  15.8837
Si  6.3793  9.5865  16.0672
Si  0.9624  10.6352  25.7951
Si  3.3478  0.1781  20.4846
Si  2.864  2.0689  18.0307
Si  5.8819  6.9574  17.724
Si  6.7665  3.8917  28.0881
Si  10.6953  4.1091  22.0262
Si  8.4926  2.9142  14.9421
Si  3.5759  6.5758  23.118
Si  7.1663  0.0765  23.2863
Si  5.1014  4.1828  18.0569
Si  1.7801  4.5942  24.5429
Si  1.4624  4.1652  19.4113
Si  8.0342  5.4024  22.5889
Si  8.2285  4.0838  25.2466
Si  10.0592  7.3712  28.3504
Si  10.4475  6.4112  25.3984
Si  10.6717  5.152  14.8309
Si  0.9445  8.3636  23.7
Si  2.9397  1.9584  25.4118
Si  6.3244  7.9744  22.7627
Si  7.9196  2.7704  18.035
O  6.2249  8.1238  21.1405
O  8.1896  0.482  22.0633
O  7.1785  6.2914  18.4565
O  5.1201  4.6005  19.6416
O  3.5466  1.2263  19.2558
O  6.7365  9.4427  23.3484
O  2.1179  3.3612  25.551
O  5.1312  10.5273  16.5815
O  1.5376  5.5091  18.4675
O  -0.0955  5.3982  16.4242
O  5.8946  1.0286  22.9978
O  9.0547  2.6608  25.3703
O  2.745  3.9296  20.3802
O  1.1923  9.2059  25.0604
O  1.5878  10.3477  27.25
O  9.3076  6.6908  19.6567
O  10.5205  0.3167  20.9632
O  10.6136  7.3902  24.0868
O  3.7571  1.4974  26.7365
O  -0.0288  7.6548  17.8222
O  7.2065  4.2069  26.5316
O  9.2545  5.3326  25.308
O  2.2597  7.558  23.1349
O  3.1899  5.3445  24.1338
O  1.8739  0.7988  25.0309
O  7.6816  10.2724  16.7745
O  6.2528  7.9882  16.4969
O  6.3427  3.1463  17.8308
O  6.6878  10.0255  19.2677
O  5.0811  5.6101  17.2167
O  0.2692  4.3866  20.498
O  2.9387  9.5136  15.7707
O  0.0268  8.5863  20.296
O  9.1336  9.4316  18.7375
O  5.0709  7.8898  18.8064
O  4.8127  3.3048  21.949
O  7.5287  5.2074  21.0288
O  10.1082  7.2769  26.7325
O  1.916  10.385  20.3812
O  0.0797  8.6058  28.7615
O  7.5362  4.2881  23.7392
O  3.4852  0.988  21.8889
O  3.9676  2.2097  24.195
O  0.9558  4.0986  23.1741
O  7.4962  6.8728  23.0823
O  3.7929  3.3418  17.5993
O  5.5698  2.8102  28.066
O  10.3496  0.2646  26.0032
O  4.9121  7.4712  23.4615
O  1.4307  2.7767  18.4887
O  2.7853  1.0256  16.7726
O  8.5588  4.0291  18.9138
O  0.9222  5.6074  25.4888
O  4.4156  9.9043  20.4657
O  7.9185  0.3885  24.7168
O  0.577  9.4835  22.6005
O  9.801  2.7453  21.835
O  8.1653  1.2226  18.629
O  9.6666  5.2912  22.4801
O  1.9779  7.0843  16.2743
O  9.604  3.9953  14.485
O  8.5658  2.7501  16.5447
O  10.2614  0.9873  23.599
O  3.9329  5.8762  21.677

Results
free energy: -174648.698 eV
free energy less fixed offsets of O -568.88, Si -635.61 eV per atom: -7.698 eV

Forces (eV/angstrom), in the order of the atoms: element, x, y, z
Si  0.0405  0.0222  0.0023
Si  0.0089  0.0176  -0.0037
Si  0.0188  0.0049  0.0001
Si  0.019  0.0267  -0.0057
Si  0.0146  0.0217  -0.0025
Si  0.0265  0.0178  -0.0014
Si  0.0139  0.0286  -0.0073
Si  0.0227  0.0134  -0.0037
Si  -0.0223  0.002  0.0024
Si  -0.0009  -0.0083  0.0001
Si  -0.0114  -0.0015  -0.0039
Si  -0.0014  -0.0142  0.0025
Si  -0.0016  -0.0076  0.0007
Si  -0.0125  -0.0027  -0.0016
Si  -0.0021  -0.014  0.0023
Si  -0.0076  -0.0015  -0.0063
Si  0.0276  0.0735  0.0195
Si  0.0856  0.0635  -0.0449
Si  0.0671  0.0583  -0.0986
Si  0.0375  0.086  0.1082
Si  0.0824  0.0631  -0.0425
Si  0.0644  0.0703  0.0049
Si  0.064  0.1805  0.1719
Si  0.0666  0.0459  -0.1202
Si  -0.0347  0.0008  -0.0039
Si  -0.0101  -0.0354  0.0002
Si  -0.02  -0.0221  -0.0059
Si  -0.0276  -0.0208  -0.0006
Si  -0.0122  -0.0331  0.0001
Si  -0.0197  -0.0205  -0.0074
Si  -0.0583  -0.0016  0.0159
Si  -0.0189  -0.0187  -0.0081
Si  0.0329  0.0157  0.004
Si  0.0334  0.0177  0.0046
Si  0.0197  0.0237  0.0025
Si  0.0364  0.0144  0.0032
Si  0.0144  0.0219  -0.0003
Si  0.0212  0.023  0.0063
Si  0.0167  0.0377  -0.0036
Si  0.0315  0.0113  0.0007
Si  -0.0647  -0.0755  0.0489
Si  -0.0928  -0.076  -0.0146
Si  -0.0625  -0.0918  0.1061
Si  -0.0426  -0.0642  -0.1175
Si  -0.0436  -0.0934  -0.0087
Si  -0.0384  -0.0772  0.0531
Si  -0.1282  -0.0794  -0.0851
Si  -0.0677  -0.0869  0.0894
Si  0.0021  0.0119  -0.0006
Si  0.0136  -0.0048  0.0011
Si  0.0166  0.0032  0.0057
Si  0.0018  0.0096  0
Si  0.009  -0.0004  0.0022
Si  0.006  0.0115  0
Si  -0.003  0.0143  -0.0056
Si  0.0125  0.0031  0.0032
Si  -0.0223  -0.0304  0.0044
Si  -0.0281  -0.0145  0.0028
Si  -0.0225  -0.0078  0.0049
Si  -0.017  -0.0253  0.0043
Si  -0.0234  -0.0115  0.0036
Si  -0.0068  -0.0184  0.001
Si  -0.0279  -0.0394  -0.0004
Si  -0.0229  -0.0117  0.0044
Si  -0.0026  -0.0181  -0.0143
Si  -0.0003  -0.0152  -0.0174
Si  -0.0002  0.0004  -0.0192
Si  -0.0088  -0.0127  -0.0165
Si  0.0141  -0.0013  -0.0145
Si  -0.004  -0.0051  -0.0166
Si  -0.0044  -0.0229  0.0019
Si  0.0011  0.0068  -0.0107
Si  0.001  -0.0023  0.0013
Si  0.0015  0.0108  -0.0031
Si  0.0141  0.0015  0.0004
Si  -0.0066  0.0116  -0.0036
Si  -0.0024  0.0116  -0.0059
Si  0.0062  -0.0038  -0.0049
Si  -0.0035  0.0079  -0.0053
Si  0.0088  -0.0058  -0.005
Si  -0.0027  -0.0151  0.033
Si  -0.0036  -0.0061  -0.0544
Si  0.011  -0.0023  -0.0397
Si  -0.0149  -0.0124  0.0275
Si  -0.0274  -0.0271  -0.0497
Si  -0.0036  -0.0018  0.036
Si  0.0045  0.0006  0.0284
Si  -0.0069  -0.0046  -0.0389
Si  0.0089  0.0183  -0.0206
Si  -0.0093  0.0062  0.039
Si  0.0274  0.0116  0.0297
Si  0.0069  0.0012  -0.0263
Si  0.028  0.0066  0.0424
Si  0.0047  0.0105  -0.0227
Si  0.0024  0.0004  -0.0413
Si  0.0026  0.0095  0.0477
Si  0.0139  -0.0125  0.0164
Si  -0.0146  0.0074  0.0062
Si  0.0128  -0.015  0.0044
Si  -0.0205  0.0137  0.0121
Si  -0.0336  -0.001  0.0046
Si  0.0056  -0.0095  0.0103
Si  -0.0138  0.0173  0.0132
Si  0.004  -0.0284  0.0036
Si  -0.0058  0.0134  0.0028
Si  0.0108  -0.006  -0.0016
Si  -0.006  0.0058  -0.0047
Si  0.0119  0.0039  0.0016
Si  0.027  -0.0038  0.0047
Si  -0.0038  0.013  -0.0028
Si  0.016  -0.0066  0.0027
Si  -0.0083  0.0145  -0.0013
Si  -0.0067  0.0082  -0.001
Si  -0.0033  -0.0154  -0.0056
Si  0.005  -0.0183  -0.0063
Si  -0.0094  0.0075  -0.0007
Si  -0.0001  -0.0218  -0.0049
Si  -0.0116  0.0118  -0.003
Si  -0.0138  0.0084  -0.0063
Si  -0.0013  -0.0242  -0.005
Si  0.0193  -0.0121  -0.0069
Si  -0.0132  0.0216  -0.0099
Si  -0.006  0.0302  -0.0013
Si  0.0157  -0.0177  -0.0111
Si  -0.0026  0.0142  -0.0082
Si  0.0151  -0.0036  -0.006
Si  0.0143  -0.0078  -0.0083
Si  -0.0014  0.0225  -0.005
Si  -0.0124  -0.0189  -0.049
Si  -0.013  -0.0031  0.0242
Si  -0.0066  -0.012  -0.0425
Si  -0.0174  -0.0149  0.0312
Si  -0.0132  -0.0218  0.0305
Si  -0.0195  -0.0133  -0.044
Si  -0.0015  -0.0008  0.0285
Si  -0.0228  -0.0284  -0.0486
Si  0.0101  0.0166  0.0641
Si  0.0124  0.0106  -0.0468
Si  0.0109  0.0078  0.0431
Si  0.0174  0.0201  -0.0377
Si  0.0088  -0.0008  -0.0326
Si  0.0168  0.0227  0.0553
Si  0.0066  -0.0018  -0.0361
Si  0.0194  0.0118  0.0538
Si  0.0021  -0.0065  0.0046
Si  -0.002  0.0066  0.0072
Si  -0.0069  -0.0031  0.0085
Si  -0.0032  -0.0065  0.0056
Si  -0.0105  0.0047  0.0036
Si  -0.0013  -0.0107  0.0036
Si  -0.001  -0.0036  -0.0006
Si  -0.0035  -0.0036  0.0084
Si  -0.004  0.0061  -0.0023
Si  0.0122  0.007  -0.0065
Si  0.0031  -0.0016  -0.0022
Si  0.0065  0.0163  -0.0003
Si  0.0161  0.0112  -0.0053
Si  -0.002  0.0079  0.0043
Si  -0.0002  0.0104  0.0086
Si  -0.0001  -0.0081  -0.0033
O  -0.0052  0.0027  0.0055
O  -0.0101  0.0022  0.0077
O  0.0029  0.0026  -0.0014
O  0.0013  -0.0034  0.0013
O  -0.0061  -0.0061  0.0018
O  0  -0.0033  -0.002
O  0.0024  0.0088  0.004
O  0.0047  0.0034  0.0107
O  -0.0022  0.0004  -0.006
O  -0.0007  -0.0003  0.0007
O  -0.002  0.0006  0.0019
O  0.0006  0.0038  0.0048
O  0.0027  -0.0011  0.0033
O  -0.0042  0.0023  0.0027
O  0  -0.0028  0.0016
O  0.0025  -0.0028  -0.0011
O  0.0009  -0.0019  0.0001
O  -0.0011  0.005  0.0016
O  0.0008  0.0003  0.0005
O  0.0003  -0.0006  0.0043
O  0.0038  -0.0043  0.0002
O  -0.0059  0.0089  -0.0042
O  0.0046  -0.0042  0
O  -0.0043  0.007  0.0051
Si  0.004  -0.0003  -0.005
Si  0.0001  0  0.001
Si  0.0009  -0.0004  0.0015
Si  -0.0012  0.0002  0.0001
Si  -0.0019  0.0002  0.0012
Si  -0.0002  -0.0008  0.0013
Si  0.0012  0.0012  -0.0037
Si  0.0012  0.0007  -0.0005
Si  0.0003  0.0007  -0.0032
Si  0.0004  -0.0002  0.0025
Si  0.0002  -0.001  0.0025
Si  0.0002  -0.0008  -0.001
Si  0.0006  -0.0007  0
Si  -0.0009  -0.0004  -0.0045
Si  0.0014  -0.0009  -0.0077
Si  -0.002  0.0002  -0.0056
Si  -0.001  0.0011  0.0007
Si  0.0004  -0.0006  -0.002
Si  0.0006  0.0016  -0.0039
Si  0.0011  0.0027  0.0025
Si  0.0001  0.0002  0.0017
Si  0.0013  -0.0017  -0.0052
Si  -0.001  0.0006  0.0023
Si  0  0.0002  0.0027
Si  0.0006  0.0009  -0.001
Si  0  -0.0003  0.002
Si  0.0001  0.0001  -0.0002
Si  0.0006  -0.0007  0.0009
Si  0.0011  -0.0007  -0.0013
Si  -0.0043  -0.0006  -0.0037
Si  -0.0008  -0.0026  -0.0013
Si  -0.0027  0.0014  -0.0008
Si  -0.0009  0  0.0007
Si  -0.0015  0.0013  -0.0007
Si  0.0011  -0.0002  0.0021
Si  0.0007  -0.0008  -0.0015
O  -0.0007  0.0007  -0.0002
O  -0.0002  0.0008  0.0009
O  0.0015  -0.0002  0.0015
O  0.0002  0.0009  -0.0002
O  0.0006  0.0001  0
O  0.0004  -0.0004  0
O  -0.0004  -0.0006  0.0008
O  0.002  0.0005  0.0021
O  0.0006  -0.0009  0.0012
O  0.0009  0.0011  0.0033
O  -0.0005  0.0002  -0.0009
O  0.0005  0  -0.0001
O  0.0002  0  0.0006
O  0.0015  0.0009  0.0032
O  -0.0005  0.0007  0.0087
O  0.0005  -0.0004  -0.0002
O  0.0003  -0.0005  -0.0003
O  0.0005  0.0002  0.0009
O  -0.0003  0.0002  -0.0019
O  0.0007  0.0004  0.002
O  -0.0004  -0.0005  -0.001
O  0.0002  0  0.0012
O  0.0027  -0.0013  0.0004
O  0.0009  0.0001  -0.0005
O  -0.0003  -0.0011  0.0013
O  -0.0001  0.0012  0.0016
O  0.0011  -0.0006  0.0027
O  0  -0.0002  0.0007
O  -0.0002  -0.0002  0.0014
O  0.001  -0.0007  0.0015
O  0.0006  -0.0006  -0.0006
O  0.001  0.0016  0.0014
O  -0.0001  -0.0007  0.0009
O  0.0009  -0.0002  0.0009
O  0.0004  -0.0002  0.0019
O  0.0005  0.0015  -0.0001
O  -0.0003  0.0005  -0.0018
O  0.0015  0.0025  0.0018
O  0.001  0.0006  -0.0011
O  0.0026  0.003  -0.0018
O  -0.0009  0.0001  -0.0001
O  -0.0006  -0.0012  -0.0023
O  0  -0.0007  0.0007
O  -0.0009  0  -0.0008
O  0.0002  0.0006  0.0005
O  0.001  0.0003  0.0004
O  0.0003  -0.0011  0.0007
O  0.0024  0.0001  0.0023
O  0.0004  -0.0009  0.0011
O  0.0009  -0.0002  -0.0005
O  0.0003  0.0003  0.0024
O  0.0003  -0.0004  0.0007
O  -0.0007  0.001  -0.0011
O  0.0003  -0.0011  0.0009
O  -0.0001  0.0004  -0.0007
O  0.0016  0.0024  -0.0008
O  0.0012  -0.0002  0.0009
O  0.0006  0.0003  0.0005
O  0.0013  -0.0006  -0.0004
O  -0.0014  -0.0011  0.0024
O  0.0005  0.0002  0.0024
O  -0.0004  -0.0006  0.0044
O  0.0003  -0.0001  -0.0007
O  0.0005  0  0.0001

The program warned: the cutoff lies below the one the program advises for these potential files; the forces do not sum to zero within the program's tolerance; the exchange-correlation potential is rough where the density is thin.
